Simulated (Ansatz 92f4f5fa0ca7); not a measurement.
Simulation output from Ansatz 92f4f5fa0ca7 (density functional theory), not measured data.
Periodic cell of 213 atoms, Si132O79H1N1, from a study of silicon, its oxide and their interface. The atomic structure is a simulated model.
Doubt: the cutoff is low for norm-conserving oxygen, so forces and energies are approximate.
Doubt: the program's own warning below bears on the result.

Settings
functional: HSE06
potential files: SPMS norm-conserving
basis: plane waves
wave-function cutoff: 800 eV
density cutoff ratio: 4
exchange-correlation grid ratio: 1
k mesh: 1 x 1 x 1, Gamma-centred
occupations: fixed
spin: none
net charge: 0

Cell vectors (angstrom)
a 10.938 0 0
b 0 10.938 0
c 0 0 31.5784

Atoms: element, x, y, z (angstrom)
Si -0.5579 0.5965 24.0732
Si 6.1495 -0.5263 23.9737
Si 2.3358 3.2027 24.3907
Si 8.6404 2.4089 24.2773
Si 0.5195 4.8568 24.1707
Si 5.1529 5.7182 24.259
Si 3.3188 7.5146 24.1256
Si 7.7667 8.6225 24.2108
Si 1.3092 1.3472 25.3833
Si 6.8814 1.2885 25.3756
Si 4.0766 4.142 25.6275
Si 9.6921 4.0633 25.5351
Si 1.4359 6.7458 25.365
Si 6.8317 6.8537 25.4688
Si 4.2082 9.4978 25.174
Si 9.5725 9.6437 25.344
Si 2.7737 -0.0618 26.6555
Si 8.2219 -0.0186 26.8218
Si 0.0562 2.6814 26.8816
Si 5.5033 2.679 26.7723
Si 2.7019 5.4964 26.9045
Si 8.2341 5.4639 26.7768
Si 0.0254 8.2036 26.6894
Si 5.4559 8.2262 26.7965
Si 4.1018 1.3673 28.1602
Si 9.5708 1.3673 28.1602
Si 1.3673 4.1018 28.1602
Si 6.8362 4.1018 28.1602
Si 4.1018 6.8362 28.1602
Si 9.5708 6.8362 28.1602
Si 1.3673 9.5708 28.1602
Si 6.8362 9.5708 28.1602
Si 0 0 29.5274
Si 5.469 0 29.5274
Si 2.7345 2.7345 29.5274
Si 8.2035 2.7345 29.5274
Si 0 5.469 29.5274
Si 5.469 5.469 29.5274
Si 2.7345 8.2035 29.5274
Si 8.2035 8.2035 29.5274
Si 1.3673 1.3673 30.8947
Si 6.8362 1.3673 30.8947
Si 4.1018 4.1018 30.8947
Si 9.5708 4.1018 30.8947
Si 1.3673 6.8362 30.8947
Si 6.8362 6.8362 30.8947
Si 4.1018 9.5708 30.8947
Si 9.5708 9.5708 30.8947
Si 2.7345 0 0.6835
Si 8.2035 0 0.6835
Si 0 2.7345 0.6835
Si 5.469 2.7345 0.6835
Si 2.7345 5.469 0.6835
Si 8.2035 5.469 0.6835
Si 0 8.2035 0.6835
Si 5.469 8.2035 0.6835
Si 4.1018 1.3673 2.0507
Si 9.5708 1.3673 2.0507
Si 1.3673 4.1018 2.0507
Si 6.8362 4.1018 2.0507
Si 4.1018 6.8362 2.0507
Si 9.5708 6.8362 2.0507
Si 1.3673 9.5708 2.0507
Si 6.8362 9.5708 2.0507
Si 0 0 3.418
Si 5.469 0 3.418
Si 2.7345 2.7345 3.418
Si 8.2035 2.7345 3.418
Si 0 5.469 3.418
Si 5.469 5.469 3.418
Si 2.7345 8.2035 3.418
Si 8.2035 8.2035 3.418
Si 1.3971 1.3855 4.7187
Si 6.8145 1.3788 4.8461
Si 4.0831 4.0988 4.6946
Si 9.5268 4.188 4.877
Si 1.3292 6.846 4.798
Si 6.8517 6.8208 4.8209
Si 4.1146 9.5444 4.8476
Si 9.461 9.6517 4.7085
Si 2.6742 -0.0242 6.1547
Si 8.1937 0.0436 6.253
Si 0.1529 2.8836 6.0682
Si 5.3235 2.7103 6.1302
Si 2.8087 5.4965 6.0727
Si 8.1196 5.5067 6.4104
Si -0.2133 8.197 6.0011
Si 5.491 8.1614 6.2344
Si 3.4353 1.837 7.3666
Si 10.2703 0.9597 7.0498
Si 2.0081 3.7471 7.3949
Si 6.2313 4.4087 7.4592
Si 4.5952 6.2693 7.4009
Si 8.9225 7.569 7.4655
Si 0.7623 9.9724 7.1372
Si 7.0844 9.2788 7.5658
O 0.7125 9.5795 8.7676
N 2.3562 4.1093 9.1421
O 10.5755 1.4531 8.6388
O 6.3674 9.6716 9.0451
O 3.3234 1.598 9.0386
O 4.0058 6.4568 8.9532
O 6.2954 3.6674 8.9763
O 9.6114 7.7376 9.0023
O 3.1209 2.8345 22.9622
O 6.2216 10.7309 22.3102
O 8.0984 3.2534 22.9537
O 0.0144 4.9592 22.5636
O 8.1265 8.187 22.6406
O 2.6814 7.6919 22.5823
O 5.8753 4.8192 23.0295
O 10.7733 11.1932 22.4793
Si 7.0511 0.1673 20.9362
Si 6.9757 2.3943 14.7147
Si 6.7774 2.4064 9.9079
Si 3.1757 3.6715 21.5749
Si -3.1632 7.2091 21.3866
Si -0.6232 9.1076 9.5925
Si 10.0608 11.396 21.019
Si 3.9812 3.0082 14.7048
Si 4.8279 -6.2856 18.1424
Si 7.3005 4.2917 12.3547
Si -2.0078 7.8452 16.7054
Si 5.7639 10.45 10.3653
Si 3.4349 -1.7291 12.0913
Si 7.2761 10.5092 13.1812
Si 16.0971 -3.8298 19.7264
Si 14.0258 0.2008 14.3229
Si 7.1805 4.3325 22.1654
Si 0.5655 4.831 21.025
Si 2.8384 2.7434 10.1163
Si 11.2928 1.0226 14.8875
Si 9.4712 1.0291 9.7435
Si 15.2158 15.456 12.0538
Si 5.0633 8.9526 14.5414
Si 11.5455 8.0098 12.17
Si 10.1772 5.2624 12.7417
Si 9.8292 9.4454 14.2446
Si 5.6787 2.7032 19.9694
Si 8.8444 9.1198 19.5211
Si 2.7396 6.6972 21.2924
Si 9.3548 2.7488 16.5877
Si 11.1998 2.2964 11.9476
Si -0.1568 2.8179 19.1166
Si 2.7706 5.7039 9.7347
Si -0.4398 -5.5208 15.9646
Si 5.9117 -3.8968 16.8767
Si 2.0515 3.9037 17.1136
O 19.0447 1.7484 9.2391
O 16.7851 5.0329 12.1199
O 9.3676 4.3671 16.4784
O 4.1246 -0.7739 15.1272
O 12.6292 3.6413 20.9216
O 1.2717 6.2849 20.6726
O 10.8331 3.8524 12.2567
O -0.4809 4.2617 19.8924
O -1.4362 -8.5482 18.1706
O 4.2978 9.7809 10.7963
O 3.4584 5.2884 21.8005
O 10.8817 1.6018 20.2008
O -4.1779 3.5909 20.7858
O -2.8831 5.6603 21.7885
O 13.6701 10.4552 12.8859
O 3.2853 5.59 11.3113
O 8.4912 11.8072 21.3123
O 10.3335 5.5017 14.3429
O 1.4662 6.6631 9.4841
O 4.0847 3.1621 11.1274
O 11.4049 12.4497 13.3462
O 8.8391 -0.8798 13.1036
O 11.1061 8.6214 13.6303
O 7.0189 1.0914 13.7294
O 5.4981 2.7977 15.2861
O 7.2798 3.0288 11.3268
O 4.2035 2.8844 20.6273
O 14.7771 4.2282 13.6139
O 5.7408 12.0746 10.0598
O -4.729 7.4375 20.9291
O 10.6897 8.8795 11.1264
O 5.1759 -3.1754 15.6274
O 5.2061 5.4989 19.4842
O 12.7682 0.4827 15.3174
O -2.3325 5.2911 12.2057
O 3.6404 7.4847 20.1815
O 11.0559 6.4504 12.0407
O 8.7881 -3.3244 20.1682
O 8.9613 8.5237 15.2402
O -0.7432 6.8175 16.7389
O 6.1161 1.1451 20.0292
O 7.428 -1.0852 19.9417
O 2.9019 3.1588 15.9198
O 5.4256 -5.4655 16.8632
O 7.9792 2.1387 15.977
O 10.3145 -0.2344 15.1364
O 6.7243 10.2986 11.6733
O 12.0158 4.9942 16.3897
O 1.1626 2.9598 18.127
O 10.6865 2.236 15.7731
O 6.5466 9.5188 14.2415
O 3.1987 -6.3276 18.0365
O 7.526 7.0347 16.7784
O 5.5299 3.1948 18.4034
O 5.4911 7.7989 18.2808
O -1.9051 -1.9917 17.9104
O 1.6122 2.1969 11.0501
O 10.0733 10.0083 20.1394
O 2.191 -2.749 11.8057
O 4.4305 8.415 13.1305
O 9.2301 -0.5905 9.625
O 7.486 14.6232 13.8567
O 3.7014 1.635 13.8908
O 9.9575 1.5456 11.1999
H 0.6088 6.2589 9.6913

Results
free energy: -50637.041 eV
free energy less fixed offsets of H -15.86, N -279.42, O -447.96, Si -113.29 eV per atom: 1.359 eV
gap between the highest filled and lowest empty level on this k mesh: 1.423 eV

The program warned: the cutoff lies below the one the program advises for these potential files; the forces do not sum to zero within the program's tolerance; the potential files have known limits; the exchange-correlation potential is rough where the density is thin.
